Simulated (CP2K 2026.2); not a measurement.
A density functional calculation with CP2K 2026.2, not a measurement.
Periodic cell of 534 atoms, Si358O176, from a study of silicon, its oxide and their interface. The atomic structure is a simulated model.
Doubt: the forces sum to 1.53 eV/angstrom along one axis rather than to zero, so they err by at least 0.0029 eV/angstrom per atom on average; the grid cutoff is modest.

Settings: functional PBE; method Gaussian and plane waves; basis set DZVP-MOLOPT-SR-GTH; pseudopotentials GTH-PBE; grid cutoff 400 Ry, relative cutoff 50 Ry; k points Gamma only; occupations fixed; spin none; net charge 0.

Cell vectors (angstrom)
a	16.4025	0	0
b	0	16.4025	0
c	0	0	35.6727

Atoms and the computed forces on them: element, x, y, z (angstrom), force x, y, z (eV/angstrom)
Si	-0.82	-0.628	-0.543	-0.11	-0.18	1.004
Si	2.483	2.879	-0.348	0.273	0.325	-0.147
Si	-0.78	5.79	-0.153	-0.394	-0.262	0.383
Si	2.942	8.266	-0.043	0.324	0.31	-0.087
Si	-0.405	11.502	-0.36	0.187	0.15	0.251
Si	2.977	13.405	0.181	-0.042	-0.114	0
Si	5.238	0.016	-0.257	0.322	-0.379	0.253
Si	7.694	3.296	0.258	0.046	-0.496	-0.01
Si	5.942	4.934	0.044	-0.398	-0.077	-0.313
Si	8.267	8.699	-0.497	-0.412	-0.196	-0.206
Si	4.745	11.646	-0.01	0.048	-0.105	-0.174
Si	8.479	13.266	-0.491	-0.18	0.173	0.218
Si	11.227	0.182	0.055	0.222	0.442	0.288
Si	13.673	2.979	0.168	-0.035	0.308	-0.159
Si	12.11	4.802	-0.156	-0.089	-0.076	0.558
Si	13.931	7.476	0.168	0.033	0.227	0.184
Si	10.685	10.961	-0.071	-0.086	-0.418	0.471
Si	13.585	13.374	-0.026	-0.402	-0.404	0.727
Si	1.04	1.058	1.413	-0.138	-0.312	0.032
Si	3.979	4.079	1.098	0.081	0.092	0.225
Si	1.622	6.898	1.339	0.002	-0.164	0.237
Si	4.078	9.754	1.333	0.164	0.048	-0.051
Si	1.21	12.307	1.272	0.113	-0.322	0.16
Si	4.104	15.039	1.383	0.075	-0.002	-0.041
Si	6.567	1.415	1.202	0.178	0.066	0.102
Si	9.672	3.934	1.37	-0.012	0.191	-0.268
Si	6.493	6.994	1.053	0.265	0.653	-0.292
Si	9.528	9.453	1.329	0.019	0.063	0.02
Si	6.798	12.312	1.077	0.145	0.119	-0.089
Si	9.439	15.197	0.78	-0.789	0.23	-0.167
Si	12.602	1.329	1.514	-0.09	-0.119	0.207
Si	15.013	4.184	1.59	0.349	0.324	-0.06
Si	12.405	6.528	1.581	-0.275	-0.561	-0.267
Si	14.835	9.193	1.482	0.18	-0.191	-0.042
Si	12.334	11.928	1.325	-0.04	0.288	-0.42
Si	14.8	14.774	1.435	-0.128	0.081	-0.507
Si	0.012	2.719	2.769	0.031	-0.088	-0.076
Si	2.562	-0.217	2.772	-0.169	0.089	0.049
Si	0.104	8.107	2.757	-0.089	0.087	-0.028
Si	2.796	5.402	2.678	-0.152	-0.036	0
Si	-0.103	13.556	2.753	0.147	-0.04	0.082
Si	2.577	10.908	2.718	-0.245	0.04	-0.113
Si	5.214	2.69	2.638	-0.091	-0.146	-0.09
Si	8.092	0.041	2.456	0.078	0.02	-0.365
Si	5.355	8.263	2.695	0.01	-0.029	0.152
Si	8.417	5.41	2.709	0.542	0.21	0.268
Si	5.559	13.666	2.643	-0.116	-0.021	0.059
Si	8.127	10.867	2.623	-0.086	0.111	-0.175
Si	11.048	2.641	2.762	0.184	0.086	0.136
Si	13.784	-0.115	2.88	-0.157	0.139	-0.02
Si	10.906	8.021	2.702	0.02	0.193	-0.197
Si	13.713	5.394	3.084	0.039	-0.067	0.003
Si	11.108	13.348	2.84	0.156	-0.339	0.071
Si	13.616	10.687	2.819	0.068	-0.118	0.094
Si	1.425	4.061	4.109	0.067	-0.102	-0.089
Si	3.957	1.261	4.074	-0.026	0.18	-0.106
Si	1.335	9.529	4.174	0.096	0.031	-0.07
Si	4.074	6.819	4.082	0.001	0.148	-0.044
Si	1.288	14.865	4.198	-0.022	-0.099	-0.112
Si	4.084	12.281	4.008	0.029	0.011	-0.164
Si	6.755	4.084	3.935	-0.05	-0.001	-0.145
Si	9.525	1.294	3.982	-0.02	-0.118	-0.037
Si	6.81	9.531	4.071	0.068	-0.105	-0.067
Si	9.612	6.752	4.207	-0.178	0.008	0.027
Si	6.898	15.026	4	0.041	0.015	0.009
Si	9.537	12.136	4.127	0.054	0.058	-0.135
Si	12.288	3.995	4.292	0.006	-0.004	-0.211
Si	15.103	1.332	4.193	0.036	-0.102	-0.01
Si	12.212	9.408	4.161	-0.039	-0.09	0.005
Si	15.143	6.824	4.25	-0.081	-0.155	-0.115
Si	12.327	14.929	4.168	-0.025	-0.001	-0.145
Si	14.965	12.166	4.128	0.111	-0.029	-0.093
Si	0.002	-0.019	10.965	-0.046	0.017	0.001
Si	2.75	2.709	10.953	-0.01	0.015	0.002
Si	0.028	5.444	10.96	0	-0.002	-0.003
Si	2.756	8.192	10.95	-0.045	-0.019	-0.003
Si	-0.002	10.935	10.976	-0.037	0.018	-0.023
Si	2.747	13.664	10.979	-0.04	0.022	0.009
Si	5.472	-0.012	10.956	-0.005	0.018	-0.003
Si	8.181	2.686	10.95	0.051	0.001	-0.001
Si	5.467	5.448	10.934	-0.034	0.019	-0.004
Si	8.185	8.176	10.943	-0.016	0.013	-0.004
Si	5.466	10.924	10.955	-0.005	-0.028	-0.002
Si	8.184	13.654	10.956	0.018	0	0.003
Si	10.902	-0.047	10.958	0.033	-0.02	-0.017
Si	13.659	2.696	10.962	-0.031	-0.018	0.005
Si	10.923	5.425	10.958	-0.026	0.007	0.005
Si	13.665	8.187	10.974	-0.016	-0.005	-0.002
Si	10.905	10.919	10.958	0.014	-0.016	0.001
Si	13.66	13.649	10.983	0.001	-0.031	0.007
Si	1.367	1.365	12.325	0.019	0.013	-0.003
Si	4.101	4.102	12.306	0.028	0.024	-0.013
Si	1.401	6.822	12.309	-0.017	0.029	0.004
Si	4.103	9.568	12.329	0.006	0.004	-0.003
Si	1.366	12.311	12.343	-0.001	-0.023	0.02
Si	4.105	15.053	12.345	0.014	-0.001	0
Si	6.824	1.342	12.35	-0.029	-0.016	0.032
Si	9.546	4.057	12.31	0.003	-0.012	0.004
Si	6.813	6.818	12.308	0.047	-0.002	-0.003
Si	9.543	9.547	12.316	0.038	0.019	-0.012
Si	6.822	12.293	12.331	-0.006	-0.03	-0.02
Si	9.531	15.017	12.35	-0.003	0.004	0.021
Si	12.279	1.324	12.311	-0.019	0	-0.014
Si	15.046	4.082	12.309	0.004	0.002	0.012
Si	12.293	6.808	12.321	0.013	0.007	0.009
Si	15.013	9.589	12.335	0.024	-0.033	0.008
Si	12.267	12.29	12.329	0.03	0.024	-0.004
Si	15.036	15.029	12.342	0.031	0.029	0.007
Si	0.029	2.758	13.699	-0.043	-0.024	0.019
Si	2.731	0.026	13.712	-0.066	0.012	0.021
Si	0.037	8.226	13.626	0.018	-0.049	-0.049
Si	2.768	5.475	13.698	0.016	-0.058	0.037
Si	0.011	13.688	13.727	-0.036	-0.011	0.051
Si	2.771	10.973	13.695	-0.02	-0.003	0.009
Si	5.463	2.758	13.677	-0.085	0.034	-0.012
Si	8.173	-0.025	13.751	0.038	-0.017	0.026
Si	5.449	8.177	13.692	-0.016	0.043	0.019
Si	8.177	5.442	13.655	-0.029	0.011	-0.011
Si	5.492	13.699	13.701	-0.001	-0.015	0.02
Si	8.168	10.896	13.689	0.018	0.038	0.007
Si	10.907	2.681	13.672	0.083	-0.021	-0.004
Si	13.658	-0.004	13.697	-0.034	0.018	0.015
Si	10.929	8.197	13.675	-0.04	0.017	0.05
Si	13.681	5.448	13.674	-0.013	0.009	0.013
Si	10.893	13.638	13.705	0.081	-0.072	-0.004
Si	13.631	10.954	13.719	-0.066	0.03	0.032
Si	1.391	4.151	15.082	0.039	0.015	0.065
Si	4.07	1.453	15.05	0.2	0	0.036
Si	1.4	9.578	14.999	-0.095	0.006	0.03
Si	4.117	6.824	15.111	-0.072	0.023	0.062
Si	1.407	15.046	15.113	0.064	0.075	-0.032
Si	4.131	12.367	15.075	-0.085	-0.091	-0.024
Si	6.801	4.128	15.058	0.125	-0.008	0.002
Si	9.524	1.38	15.096	0.035	-0.027	0.063
Si	6.805	9.531	15.064	0.038	-0.02	0.033
Si	9.555	6.8	14.992	0.045	-0.034	-0.032
Si	6.821	15.013	15.159	-0.077	0.017	0.081
Si	9.518	12.257	15.068	0.002	0.023	-0.061
Si	12.31	4.032	15.001	-0.148	-0.048	-0.053
Si	15.05	1.384	15.038	0.044	-0.002	-0.064
Si	12.253	9.581	15.091	0.04	-0.038	0.013
Si	15.074	6.877	14.97	0.049	0.038	-0.007
Si	12.254	15.035	15.043	0.041	0.004	0.04
Si	14.986	12.356	15.08	0.058	0.021	0.034
Si	0.011	0.039	16.416	-0.083	-0.007	0.01
Si	2.763	2.824	16.505	-0.054	0.105	0.016
Si	0.05	5.612	16.395	0.016	-0.056	0.067
Si	2.724	8.235	16.425	0.038	-0.018	0.019
Si	0.035	10.97	16.316	0.162	-0.096	0.035
Si	2.84	13.743	16.512	0.135	0.054	0.269
Si	5.433	0.11	16.409	-0.174	0.022	0.051
Si	8.161	2.804	16.438	-0.209	0.124	0.142
Si	5.503	5.473	16.519	-0.044	-0.083	0.048
Si	8.144	8.072	16.386	-0.017	0.152	0.053
Si	5.472	10.965	16.41	-0.044	-0.031	0.025
Si	8.199	13.566	16.522	0.099	-0.194	0.053
Si	10.888	-0.025	16.43	0.106	0.025	-0.063
Si	13.702	2.745	16.409	0.07	-0.065	0.152
Si	10.928	5.408	16.302	0.083	0.015	0.085
Si	13.74	8.23	16.339	-0.027	-0.027	0.059
Si	10.791	10.868	16.49	-0.117	0.06	0.158
Si	13.59	13.723	16.482	-0.099	0.099	0.042
Si	1.34	1.433	17.782	0.064	0.026	0.128
Si	4.089	4.241	17.959	0.065	-0.172	0.021
Si	1.346	6.995	17.89	-0.086	0.09	0.093
Si	4.147	9.572	17.74	-0.208	-0.026	-0.064
Si	1.414	12.283	17.71	-0.176	-0.182	-0.22
Si	4.129	15.284	17.959	0.061	0.355	-0.214
Si	6.751	1.473	17.83	0.305	0.179	-0.187
Si	9.514	4.214	17.786	-0.114	0.042	-0.181
Si	6.854	6.816	17.938	0.034	-0.134	0.105
Si	9.429	9.341	17.854	-0.031	0.087	0.058
Si	6.963	12.004	17.914	-0.052	0.216	0.126
Si	9.533	15.025	17.848	-0.102	0.045	-0.064
Si	12.334	1.308	17.737	0.127	-0.113	-0.196
Si	15.082	4.242	17.697	-0.003	-0.024	-0.057
Si	12.422	6.712	17.547	0.065	-0.146	-0.144
Si	15.075	9.659	17.711	0.087	0.114	-0.103
Si	12.093	12.359	17.799	0.06	0.071	-0.171
Si	15.014	15.147	17.819	-0.083	0.104	0.164
Si	0.162	3.026	19.011	-0.187	-0.072	-0.295
Si	2.597	0.149	19.295	-0.4	0.118	-0.106
Si	0.027	8.517	19.29	-0.104	-0.349	0.127
Si	2.868	5.838	19.307	-0.023	0.139	0.107
Si	-0.133	13.523	18.967	0.126	-0.112	0.054
Si	2.825	10.971	19.101	0.043	0.041	-0.089
Si	5.321	2.735	19.374	0.192	0.121	-0.165
Si	8.109	0.001	19.134	-0.2	0.198	-0.084
Si	5.653	8.457	19.174	-0.084	0.074	-0.007
Si	8.268	5.518	19.447	0.131	0.013	0.085
Si	6.333	13.21	19.823	0.188	-0.348	0.004
Si	7.573	9.998	19.296	-0.005	0.072	-0.072
Si	10.974	2.77	18.877	-0.157	-0.162	0.103
Si	13.586	0.038	19.323	0.004	-0.08	-0.123
Si	10.983	7.894	18.846	0.13	-0.116	0.04
Si	13.774	5.578	19.122	0.013	0.043	0.164
Si	10.812	13.703	19.344	-0.137	-0.188	0.109
Si	13.56	10.968	18.927	0.017	-0.086	0.289
Si	1.491	4.309	20.431	-0.012	0.446	-0.076
Si	4.102	1.156	20.751	0.525	-0.289	-0.169
Si	1.539	9.839	20.694	0.469	-0.278	-0.236
Si	3.891	7.633	20.74	0.266	-0.308	-0.24
Si	1.538	14.075	20.448	-0.469	0.279	-0.171
Si	4.144	12.511	20.331	0.294	0.078	0.342
Si	7.109	3.727	20.592	-0.016	0.011	0.184
Si	9.535	1.594	20.3	-0.114	-0.107	0.063
Si	7.898	10.476	21.664	0.154	0.805	-0.468
Si	10.27	6.464	20.604	0.12	0.061	0.008
Si	5.933	15.476	19.657	-0.04	-0.262	0.295
Si	8.295	12.744	21.129	-0.48	-0.777	0.232
Si	12.297	4.103	20.238	0.077	0.13	0.381
Si	14.296	1.742	20.866	-0.239	0.217	0.038
Si	12.402	9.28	19.996	-0.251	0.214	0.105
Si	14.732	7.366	20.523	-0.333	0.116	-0.095
Si	12.55	14.725	20.63	0.193	0.167	0.103
Si	14.712	12.416	20.33	-0.271	0.065	-0.151
Si	-4.897	-3.303	25.376	0.045	-0.019	0.122
Si	1.723	6.197	24.996	0.082	-0.11	0.254
Si	-0.399	5.706	22.628	0.024	0	0.262
Si	0.579	11.761	25.394	-0.046	0.056	0.417
Si	-0.495	15.02	28.044	0.014	0.023	-0.047
Si	0.592	11.627	22.153	-0.314	0.217	-0.006
Si	2.555	1.967	22.375	-0.165	0.106	0.33
Si	7.395	3.145	23.662	0.083	0.014	0.1
Si	4.349	6.357	23.645	-0.124	-0.078	0.387
Si	4.553	13.042	23.461	0.217	0.017	-0.049
Si	6.272	10.835	24.084	0.294	-0.027	0.003
Si	7.501	13.487	23.803	0.166	-0.004	0.05
Si	10.3	1.817	23.333	-0.115	0.017	0.117
Si	14.688	-0.442	25.415	-0.078	0.022	0.226
Si	10.579	9.093	22.255	-0.13	0.076	-0.143
Si	11.7	10.107	24.88	-0.039	0.164	0.11
Si	10.023	9.555	27.183	-0.04	0.02	-0.025
Si	12.013	15.586	23.66	-0.05	-0.136	0.38
Si	3.413	3.773	24.734	-0.036	0.221	0.255
Si	-2.041	0.908	27.958	-0.213	0.198	0.043
Si	-4.059	5.108	29.056	0.016	-0.048	-0.117
Si	0.745	9.479	28.881	-0.025	-0.275	0.086
Si	3.067	16.735	26.875	-0.074	0.154	0.168
Si	5.434	1.967	25.748	0.14	-0.004	0.21
Si	12.325	10.39	29.132	-0.059	0.086	-0.059
Si	6.922	5.77	25.227	0.003	0	0.111
Si	7.339	16.6	27.449	-0.038	-0.004	-0.036
Si	5.853	9.926	26.881	0.076	-0.039	0.121
Si	8.904	14.325	26.444	0.064	-0.084	0.043
Si	16.098	1.184	23.338	0.03	0.202	0.21
Si	16.121	7.207	27.24	-0.086	-0.052	0.029
Si	13.836	11.466	26.487	-0.226	-0.039	0.058
Si	13.917	21.868	26.377	-0.069	0.114	0.022
Si	7.352	4.827	27.837	-0.021	-0.058	0.229
Si	12.027	20.043	25.043	0.003	0.173	0.22
Si	-3.142	2.447	30.194	0.014	0.093	-0.24
Si	2.92	-3.29	31.512	0.335	-0.058	-0.093
Si	4.22	7.811	32.65	-0.007	0.166	-0.196
Si	-0.482	5.961	30.071	0.072	0.14	-0.059
Si	5.486	14.341	30.563	0.067	-0.166	0.004
Si	1.864	14.543	34.088	0.354	-0.274	0.275
Si	-0.246	2.892	30.851	-0.162	0.155	-0.455
Si	5.573	0.856	31.469	0.047	0.043	-0.483
Si	2.716	14.123	25.6	0.148	0.085	0.283
Si	9.492	9.961	33.091	0.098	0.085	-0.088
Si	4.806	14.725	27.751	0.049	-0.049	0.189
Si	8.189	11.745	27.882	0.076	0.033	0.041
Si	7.649	7.579	27.34	0.034	0.064	-0.029
Si	14.887	3.616	24.513	0.023	-0.078	0.323
Si	12.199	6.878	33.513	0.048	0.107	0.1
Si	10.183	3.497	27.641	0.024	0.049	0.024
Si	9.053	17.859	29.649	-0.037	0.09	-0.134
Si	0.817	1.251	28.531	-0.008	0.16	-0.044
Si	6.82	3.335	30.445	0.034	-0.019	-0.053
Si	1.185	9.722	33.734	0.113	-0.273	-0.307
Si	1.294	7.777	31.531	0.067	-0.015	0.012
Si	3.682	17.145	33.787	-0.029	-0.124	-0.329
Si	1.102	12.434	29.009	0.081	-0.138	0.037
Si	6.471	5.636	32.689	-0.019	0.194	-0.14
Si	9.412	1.82	34.175	0.012	0.489	-0.123
Si	2.701	10.641	27.249	0.235	-0.139	0.147
Si	9.876	11.842	30.535	0.206	0.064	-0.148
Si	7.417	16.208	33.463	-0.206	-0.1	-0.344
Si	8.121	13.726	32.048	0.06	-0.241	-0.197
Si	13.127	7.593	30.508	0.158	0.104	-0.298
Si	11.036	0.862	31.806	0.027	-0.032	-0.321
Si	9.091	7.308	33.476	-0.145	-0.088	0.067
Si	16.049	3.477	33.937	-0.288	0.234	-0.104
Si	12.635	15.731	34.073	-0.264	-0.077	0.022
Si	20.468	10.664	32.741	0.164	0.011	-0.091
O	-0.013	0.631	35.833	0.473	0.67	0.151
O	-2.146	-0.231	34.171	0.46	-0.032	0.126
O	5.862	-0.474	30.564	0.039	0.069	-0.058
O	2.396	1.526	36.255	-0.07	0.338	-0.064
O	-0.758	5.073	34.02	0.158	0.208	-0.111
O	-4.18	1.744	31.182	-0.048	-0.165	0.306
O	3.768	7.753	34.246	-0.087	-0.158	0.581
O	1.613	9.172	35.201	-0.173	0.205	-0.138
O	0.198	10.995	33.87	-0.144	0.06	-0.243
O	2.53	10.255	33.032	-0.056	-0.038	-0.011
O	10.07	14.191	37.579	0.195	-0.052	-0.055
O	0.248	14.805	34.332	0.033	-0.014	-0.158
O	6.593	3.981	28.974	-0.17	-0.011	-0.049
O	6.327	-0.944	34.438	-0.245	0.198	0.11
O	8.351	3.033	34.381	0.058	0.082	-0.19
O	5.819	5.037	34.053	-0.023	-0.291	0.347
O	5.384	6.767	32.205	0.162	-0.03	0.073
O	8.045	6.628	37.248	-0.544	-0.121	0.271
O	8.186	10.054	34.124	0.106	-0.081	0.12
O	4.852	11.267	34.03	-0.082	-0.081	0.157
O	2.391	12.064	28.042	-0.07	0.03	0.021
O	6.705	13.459	31.229	0.174	-0.158	-0.115
O	8.078	13.074	33.56	-0.045	-0.134	0.146
O	10.15	18.263	32.743	0.017	0.244	0.081
O	10.568	1.699	35.308	-0.12	0.107	-0.108
O	12.69	-2.3	34.431	0.27	-0.027	0.13
O	8.699	4.071	27.285	-0.086	0.088	-0.245
O	14.71	2.694	34.509	-0.132	-0.153	0.007
O	12.623	5.359	34.021	0.198	-0.261	-0.012
O	10.471	4.547	35.667	-0.131	-0.389	0.351
O	17.183	6.241	35.732	0.189	0.049	0.229
O	12.988	7.928	34.516	-0.108	0.158	-0.04
O	9.85	12.361	35.349	-0.181	0.171	-0.13
O	10.8	10.2	34.101	0.259	-0.063	-0.099
O	15.314	10.16	35.913	0.38	0.425	-0.029
O	14.825	12.577	34.904	0.33	-0.188	0.056
O	2.308	3.306	21.444	-0.03	-0.209	0.265
O	0.687	6.157	23.745	-0.198	-0.021	-0.156
O	1.541	-0.677	20.38	0.509	0.26	0.064
O	2.954	2.449	23.902	-0.18	-0.101	-0.15
O	-0.971	11.633	21.592	0.196	-0.056	0.119
O	-2.701	13.563	21.004	-0.244	0.072	-0.367
O	4.46	6.956	22.141	-0.128	0.223	-0.277
O	2.743	8.737	21.226	-0.273	0.003	-0.041
O	1.223	13.141	21.784	0.242	-0.43	0.5
O	-0.937	14.914	26.447	0.116	0.052	-0.192
O	4.169	12.512	21.984	-0.142	-0.148	-0.066
O	3.112	13.791	20.026	0.137	0.039	-0.078
O	4.119	4.739	23.611	-0.156	0.054	-0.171
O	8.385	2.708	20.561	-0.241	0.026	-0.032
O	8.721	2.168	23.69	-0.098	-0.122	0.112
O	10.316	1.418	21.749	0.271	-0.247	-0.329
O	4.861	11.641	24.261	-0.395	0.015	0.253
O	6.508	10.2	22.578	-0.155	-0.201	-0.11
O	10.279	7.5	21.928	-0.132	-0.156	0.005
O	9.126	9.792	22.513	0.042	-0.496	0.452
O	9.706	12.833	20.283	0.117	0.105	-0.232
O	5.265	16.318	20.983	-0.43	0.088	-0.341
O	8.392	13.726	22.454	-0.155	0.206	0.027
O	8.227	14.318	24.965	-0.168	0.182	-0.201
O	11.265	5.177	21.073	-0.205	-0.132	-0.54
O	13.152	2.95	21.146	0.052	-0.132	-0.249
O	14.813	1.15	22.317	-0.035	-0.06	-0.127
O	15.903	-0.028	24.406	0.185	0.047	-0.035
O	11.237	9.911	20.999	0.098	0.26	-0.069
O	10.742	9.148	25.793	0.031	-0.005	-0.187
O	15.198	6.999	22.067	-0.085	-0.202	-0.054
O	13.467	8.393	20.912	0.191	-0.287	-0.594
O	12.165	15.505	22.04	-0.207	-0.04	-0.167
O	11.046	16.895	24.03	0.257	0.023	-0.013
O	18.638	15.655	25.946	-0.315	-0.013	-0.311
O	15.645	18.791	20.235	0.248	-0.234	0
O	1.14	1.123	22.588	0.32	0.117	-0.135
O	-2.953	-0.862	24.449	0.102	0.035	-0.248
O	2.194	4.663	25.403	0.144	0.001	0.067
O	-0.046	6.211	28.514	-0.004	0.03	-0.094
O	-1.741	6.937	26.49	0.086	0.112	0.111
O	0.346	5.092	21.326	-0.124	-0.215	-0.286
O	-0.941	11.648	26.134	0.282	0.039	-0.113
O	0.465	11.492	23.789	0.235	-0.182	-0.285
O	-1.805	15.831	28.69	0.094	-0.047	-0.07
O	3.753	15.929	28.14	0.1	-0.117	0.208
O	1.358	13.198	25.691	-0.048	0.043	-0.159
O	4.051	14.268	31.331	-0.188	0.205	-0.029
O	4.455	3.294	25.911	-0.232	-0.124	0.161
O	4.308	0.785	25.899	-0.028	0.024	-0.063
O	6.81	3.666	22.226	-0.276	0.363	-0.39
O	7.699	4.584	24.415	0.215	0.075	0.169
O	5.781	6.569	24.388	-0.016	0.086	-0.279
O	3.094	6.995	24.518	0.19	-0.084	-0.068
O	5.946	13.927	23.504	-0.143	0.203	0.06
O	7.656	6.336	28.405	-0.142	-0.077	0.02
O	6.317	9.779	25.309	0.004	-0.247	-0.165
O	2.246	9.42	28.232	-0.106	0.22	0.058
O	8.716	15.902	26.855	-0.124	0.105	-0.242
O	7.508	11.909	24.254	0.036	-0.064	0.245
O	6.201	2.222	24.324	0.024	-0.082	-0.109
O	11.082	3.213	23.769	-0.096	-0.102	-0.065
O	16.065	2.541	24.272	0.272	0	-0.042
O	14.914	4.669	23.263	0.05	0.122	-0.07
O	11.66	9.343	23.453	-0.198	-0.067	-0.105
O	11.18	9.602	28.306	-0.163	-0.227	0.192
O	16.11	8.734	27.847	-0.149	0.134	-0.151
O	13.209	10.269	25.526	0	-0.293	-0.214
O	8.124	13.326	27.49	-0.17	-0.002	0.101
O	10.453	13.776	26.452	0.013	0.033	-0.082
O	11.41	14.137	24.124	-0.243	-0.13	-0.303
O	11.074	11.63	24.785	-0.115	0.134	-0.265
O	-2.42	0.682	26.391	0.028	-0.164	-0.03
O	0.981	6.966	26.225	0.155	0.13	0.023
O	-0.59	4.349	30.199	0.107	-0.155	0.189
O	0.899	2.047	29.986	0.103	0.081	-0.024
O	0.658	6.327	31.182	-0.021	-0.181	0.225
O	-1.773	6.934	30.375	-0.113	0.109	0.15
O	1.648	10.638	25.978	-0.135	0.146	-0.138
O	0.75	16.001	28.537	-0.039	-0.202	0.149
O	6.205	15.436	27.299	0.14	-0.168	-0.015
O	-0.62	18.151	27.916	-0.023	-0.116	-0.098
O	8.317	2.656	30.512	0.062	-0.092	0.167
O	2.114	1.516	27.528	0.121	-0.084	-0.166
O	6.333	5.027	26.574	-0.208	-0.203	0.003
O	7.893	6.959	25.822	-0.195	0.104	0.055
O	8.743	11.529	29.402	0.021	0.02	0.046
O	8.929	8.493	27.688	0.111	0.038	-0.002
O	6.712	11.079	27.674	0.051	-0.028	-0.141
O	13.43	11.082	28.081	0.276	-0.118	-0.024
O	4.043	13.837	26.591	-0.232	0.075	-0.113
O	4.275	10.351	26.943	-0.159	-0.074	-0.274
O	6.679	17.961	26.769	-0.102	0.067	-0.168
O	7.836	17.027	28.944	-0.019	0.082	0.191
O	12.596	5.202	25.374	0.048	-0.075	-0.122
O	13.041	9.195	30.056	0.039	-0.203	0.125
O	10.879	4.661	28.536	0.041	0.208	0.184
O	15.129	4.465	25.896	0.044	-0.157	-0.073
O	12.624	7.385	32.035	-0.012	-0.091	0.275
O	9.286	10.992	26.939	-0.136	0.002	-0.405
O	19.295	7.543	31.723	-0.104	-0.011	-0.112
O	20.272	11.768	31.564	-0.113	0.011	-0.242
O	9.446	13.333	31.136	-0.178	0.236	-0.019
O	11.437	11.54	30.002	-0.046	0.178	-0.116
O	12.982	12.851	26.103	-0.122	0.252	-0.076
O	13.438	19.268	24.706	0.197	-0.01	-0.401
O	-3.206	1.787	28.684	0.085	0.101	-0.173
O	-6.406	0.481	30.579	0.143	0.033	-0.08
O	4.158	0.696	32.215	-0.172	-0.088	0.134
O	0.96	3.337	34.924	0.336	0.129	0.24
O	0.613	8.466	32.854	-0.117	-0.061	0.269
O	-4.23	6.639	29.581	-0.241	0.074	-0.194
O	0.117	3.041	32.43	0.058	-0.218	0.56
O	0.876	8.743	30.301	0.098	0.177	0.091
O	-0.013	13.528	28.499	0.068	0.056	-0.209
O	2.452	16.05	33.844	0.175	0.436	0.073
O	0.27	11.023	29.162	-0.248	0.028	-0.14
O	1.778	13.005	30.364	0.046	0.175	0.174
O	6.622	4.478	31.57	0.141	0.034	-0.014
O	3.246	2.321	33.982	0.055	0.033	-0.089
O	10.02	2.122	28.502	-0.098	0.011	-0.156
O	6.713	1.021	32.633	0.321	-0.006	0.212
O	4.821	9.3	32.263	0.161	-0.074	0.27
O	3.34	13.909	24.104	0.048	0.061	-0.177
O	7.975	6.244	32.915	0.068	-0.089	0.284
O	9.584	10.94	31.835	-0.027	-0.166	0.269
O	5.207	13.808	29.039	-0.043	-0.15	0.02
O	2.094	13.487	32.857	-0.253	0.022	0.053
O	9.376	8.491	32.356	-0.007	0.223	0.113
O	6.255	8.452	27.49	-0.254	-0.074	0.165
O	5.648	2.205	30.571	0.02	-0.075	-0.187
O	8.579	0.423	34.405	0.066	-0.217	0.386
O	13.455	5.06	27.872	0.022	0.079	0.119
O	11.78	-0.347	32.66	0.314	-0.079	-0.016
O	6.719	8.183	35.548	0.121	-0.035	0.051
O	10.585	6.698	33.711	0.053	0.234	-0.206
O	12.89	4.041	30.172	-0.114	-0.096	0.009
O	14.738	2.09	30.769	0.121	-0.152	0.25
O	11.132	19.589	26.346	0.2	0.047	-0.074
O	8.184	15.319	32.341	0.197	0.494	0.301
Si	0.012	-0.077	5.546	0.051	0.119	0.014
Si	2.716	2.671	5.503	0.065	-0.019	-0.016
Si	0.074	5.401	5.546	-0.08	0.042	-0.011
Si	2.734	8.169	5.505	-0.078	-0.073	-0.059
Si	-0.036	10.882	5.53	0.004	-0.018	0.007
Si	2.752	13.575	5.494	-0.074	-0.039	0.004
Si	5.461	-0.051	5.39	-0.011	-0.058	-0.089
Si	8.148	2.703	5.361	0.146	-0.019	-0.153
Si	5.463	5.438	5.427	0.032	0.032	-0.167
Si	8.183	8.155	5.467	0.041	0.075	-0.04
Si	5.442	10.916	5.425	-0.06	-0.049	-0.062
Si	8.213	13.628	5.426	0.002	0.037	-0.101
Si	10.886	-0.069	5.439	-0.079	-0.002	-0.124
Si	13.694	2.636	5.578	-0.108	-0.052	0.022
Si	10.94	5.41	5.597	0.05	-0.086	0.007
Si	13.672	8.145	5.546	0.024	0.057	-0.003
Si	10.881	10.811	5.531	-0.034	-0.144	-0.031
Si	13.669	13.573	5.532	0.014	-0.003	0.011
Si	1.372	1.311	6.892	-0.018	-0.014	-0.002
Si	4.11	4.065	6.819	-0.036	-0.051	-0.006
Si	1.394	6.805	6.899	0.052	-0.047	0
Si	4.106	9.554	6.842	0.034	-0.017	-0.029
Si	1.364	12.246	6.874	0.057	-0.03	-0.012
Si	4.114	14.997	6.816	-0.026	0.012	-0.027
Si	6.81	1.33	6.777	-0.042	0.043	-0.061
Si	9.509	4.021	6.839	-0.028	0.067	-0.017
Si	6.819	6.786	6.823	0.019	0.023	0.028
Si	9.516	9.485	6.898	0.044	0.041	0.011
Si	6.815	12.285	6.8	0.004	-0.004	-0.018
Si	9.549	14.977	6.831	0.007	0.014	0.018
Si	12.258	1.273	6.86	0.104	0.03	-0.015
Si	15.062	4.049	6.9	0.049	-0.02	-0.067
Si	12.321	6.78	6.927	0.022	-0.036	-0.035
Si	15.014	9.532	6.91	-0.068	0.037	0.004
Si	12.262	12.221	6.863	0.017	0.008	0.017
Si	15.025	14.971	6.894	0.002	-0.046	-0.03
Si	0.013	2.681	8.258	-0.031	-0.019	-0.003
Si	2.76	-0.05	8.221	0.012	0.061	0.001
Si	0.007	8.172	8.253	-0.052	-0.035	-0.023
Si	2.765	5.426	8.227	-0.014	0.061	-0.006
Si	0.013	13.628	8.249	-0.004	0.039	-0.016
Si	2.74	10.9	8.236	-0.078	-0.006	0.016
Si	5.469	2.693	8.185	0.032	0.048	-0.011
Si	8.176	-0.035	8.173	0.033	-0.011	-0.012
Si	5.473	8.176	8.195	-0.026	-0.001	-0.013
Si	8.174	5.417	8.207	0.01	-0.037	0.016
Si	5.466	13.643	8.202	-0.009	-0.024	-0.003
Si	8.166	10.918	8.206	0.018	-0.027	-0.001
Si	10.901	2.673	8.213	-0.008	-0.036	-0.02
Si	13.64	-0.063	8.242	-0.079	-0.043	0.001
Si	10.919	8.148	8.255	-0.016	0.023	0.017
Si	13.693	5.416	8.269	-0.037	0.029	0.004
Si	10.912	13.622	8.216	0.018	-0.01	-0.003
Si	13.644	10.903	8.261	0.027	-0.023	-0.008
Si	1.386	4.069	9.592	-0.015	-0.02	-0.002
Si	4.112	1.342	9.576	-0.014	-0.024	-0.003
Si	1.365	9.554	9.612	0.021	-0.034	0.01
Si	4.113	6.822	9.575	0.031	-0.012	0.002
Si	1.38	15.013	9.602	0.002	-0.017	0.009
Si	4.099	12.291	9.591	-0.004	-0.023	-0.01
Si	6.817	4.054	9.577	-0.009	0.02	0.006
Si	9.535	1.311	9.577	0.008	0.02	0.002
Si	6.818	9.549	9.58	0.029	0.023	-0.009
Si	9.542	6.778	9.594	0.045	-0.016	-0.01
Si	6.823	15.016	9.574	-0.021	0.004	0
Si	9.536	12.275	9.585	0.01	0.017	-0.015
Si	12.282	4.047	9.587	0.033	0.024	-0.002
Si	15.017	1.321	9.596	0.017	0.03	-0.002
Si	12.275	9.535	9.615	-0.003	0.005	0
Si	15.045	6.81	9.622	0.023	0.01	0.011
Si	12.273	14.98	9.604	0.041	0.008	0.008
Si	15.024	12.284	9.61	-0.004	0.005	-0.003

Results
total energy: -115444.019 eV
total energy less fixed offsets of O -438.04, Si -107.15 eV per atom: 10.721 eV
